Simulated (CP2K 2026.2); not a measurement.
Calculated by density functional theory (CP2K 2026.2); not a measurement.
Periodic cell of 502 atoms, Si360O142, from a study of silicon, its oxide and their interface. The atomic structure is a simulated model.
Doubt: the forces sum to 1.36 eV/angstrom along one axis rather than to zero, so they err by at least 0.0027 eV/angstrom per atom on average; the grid cutoff is modest.

Settings: functional PBE; method Gaussian and plane waves; basis set DZVP-MOLOPT-SR-GTH; pseudopotentials GTH-PBE; grid cutoff 300 Ry, relative cutoff 40 Ry; k points Gamma only; occupations fixed; spin none; net charge 0.

Cell vectors (angstrom)
a 16.32 0 0
b 0 16.32 0
c -7.4302 3.8066 34.2315

Atoms and the computed forces on them: element, x, y, z (angstrom), force x, y, z (eV/angstrom)
Si -1.707 -0.913 1.517 0.038 -0.031 -0.196
Si 1.787 1.084 1.649 0.116 -0.221 0.392
Si -2.036 4.342 1.462 -0.069 -0.054 -0.034
Si 0.332 7.069 1.046 -0.617 0.114 0.418
Si -2.237 -5.974 -1.157 -0.276 0.439 0.228
Si 1.805 -4.282 1.473 -0.01 0.018 -0.078
Si 3.434 -0.68 1.626 -0.02 0.011 0.08
Si 6.112 1.826 1.47 0.047 0.022 0.061
Si 4.491 3.67 1.572 0.016 -0.055 0.021
Si 7.251 6.279 1.601 0.34 -0.117 0.587
Si 3.781 -5.612 1.386 -0.109 0.327 0.538
Si -8.937 -4.615 1.436 0.304 -0.03 0.648
Si -6.177 -1.868 1.45 -0.01 -0.013 0.037
Si -3.445 0.748 1.434 -0.02 -0.114 0.047
Si -7.322 4.553 1.396 -0.069 -0.026 -0.085
Si -3.602 6.203 1.565 0.092 -0.26 0.608
Si -7.247 -6.365 1.215 0.04 -0.012 -0.054
Si -4.401 -3.589 1.537 -0.042 0.022 -0.003
Si -0.005 0.079 2.796 0.018 -0.05 -0.003
Si 2.798 2.74 2.915 0.069 0.006 -0.023
Si -0.254 5.37 2.573 0.01 -0.005 -0.006
Si 2.769 8.165 2.536 0.011 0.021 0.808
Si 0.069 -5.494 2.59 -0.074 -0.042 0
Si 2.693 -2.59 2.818 0.019 0.087 0.016
Si 5.278 0.129 2.84 -0.012 -0.022 -0.018
Si -8.283 2.733 2.604 -0.019 0.03 -0.074
Si 5.546 5.311 2.881 0.035 -0.004 -0.031
Si -8.131 8.199 2.617 -0.044 -0.034 -0.004
Si 5.574 -5.236 2.834 0.012 0.033 0.009
Si -8.031 -2.768 2.613 -0.011 -0.029 -0.113
Si -5.275 -0.104 2.698 0 0 -0.058
Si -2.796 2.592 2.782 -0.049 0.055 -0.008
Si -5.507 5.381 2.699 0.029 0 0.039
Si -2.702 8.012 2.817 -0.051 0 0
Si -5.5 -5.41 2.585 -0.009 -0.022 -0.02
Si -2.708 -2.615 2.824 -0.01 0.027 0.039
Si -1.315 1.441 4.181 0.02 -0.021 -0.046
Si 1.294 4.169 3.979 -0.019 0.01 0.022
Si -1.371 6.695 4.184 0.029 -0.044 0.01
Si 1.421 9.503 4.009 0.013 -0.036 -0.047
Si -1.321 -4.121 3.978 0.035 -0.005 -0.005
Si 1.263 -1.355 4.184 0.007 0.041 -0.032
Si 4.045 1.386 4.358 0.012 -0.014 -0.065
Si 6.861 3.99 4.241 0.045 -0.069 -0.016
Si 4.097 6.803 3.972 -0.032 0.017 -0.019
Si 6.753 -6.863 4.058 0.021 -0.031 -0.042
Si 4.183 -3.879 4.153 -0.051 0.035 -0.024
Si -9.513 -1.355 3.924 -0.008 -0.041 -0.006
Si -6.799 1.333 3.88 0.021 0.008 0.019
Si -4.22 3.951 4.092 0.016 0.012 -0.033
Si -6.745 6.877 4.048 -0.039 -0.046 -0.048
Si -4.12 -6.81 3.954 -0.01 -0.002 -0.011
Si -6.798 -4.12 4.102 -0.004 -0.024 -0.018
Si -4.026 -1.327 4.254 0.019 0.011 -0.03
Si -2.665 0.05 5.538 -0.042 0.007 -0.018
Si 0.033 2.814 5.474 0.028 0.004 0.017
Si -2.805 5.346 5.445 0.049 0.002 0.009
Si 0.042 8.141 5.415 0.029 0.01 -0.03
Si -2.726 -5.462 5.326 -0.004 0.023 0.037
Si -0.05 -2.778 5.468 -0.053 0.02 0.007
Si 2.643 -0.016 5.562 0.014 0.009 0.011
Si 5.466 2.719 5.612 0.017 0.002 0.021
Si 2.692 5.494 5.359 0.002 -0.02 -0.006
Si 5.409 -8.195 5.422 0.016 -0.005 -0.001
Si 2.774 -5.397 5.367 -0.018 -0.033 -0.04
Si 5.523 -2.597 5.495 0.035 0.026 0.045
Si -8.148 -0.007 5.311 0.021 0.017 0.026
Si -5.545 2.637 5.443 -0.033 -0.001 0.028
Si -8.104 5.478 5.437 -0.002 -0.01 -0.019
Si -5.42 8.203 5.429 -0.004 0.001 0.014
Si -8.184 -5.482 5.418 -0.037 0.008 -0.015
Si -5.437 -2.748 5.477 -0.019 -0.005 -0.038
Si -1.362 -1.385 6.848 0.027 0.007 0.001
Si 1.328 1.406 6.861 -0.004 -0.005 0.002
Si -1.391 4.085 6.831 -0.007 -0.01 0.007
Si 1.386 6.817 6.8 -0.01 -0.006 -0.015
Si -1.362 9.514 6.73 -0.021 0.012 -0.01
Si 1.376 -4.106 6.781 0.021 0.035 -0.019
Si 4.091 -1.328 6.862 0.013 0.015 0.007
Si 6.857 1.312 6.827 0.015 -0.033 -0.022
Si 4.045 4.14 6.802 -0.028 0.024 -0.005
Si -9.52 6.795 6.781 -0.008 -0.023 0.023
Si 4.083 -6.782 6.762 0.001 0.016 -0.005
Si -9.5 -4.074 6.786 0.006 0.014 0.01
Si -6.82 -1.354 6.763 -0.048 0.033 -0.025
Si -4.112 1.362 6.827 0.008 0.012 0.003
Si -6.804 4.08 6.812 0.001 -0.013 -0.003
Si -4.091 6.796 6.781 -0.012 -0.02 0
Si -6.806 -6.799 6.791 -0.005 -0.01 0.027
Si -4.05 -4.115 6.776 0.018 -0.058 -0.016
Si -0.013 -0.001 8.189 -0.008 0.003 0.011
Si 2.72 2.759 8.18 0.002 -0.011 0.012
Si -0.004 5.461 8.148 -0.009 0.003 0.01
Si 2.736 -8.135 8.15 -0.011 0 0.018
Si -0.006 -5.457 8.13 0 -0.007 -0.008
Si 2.727 -2.739 8.16 0.023 0.001 0.005
Si 5.462 0.013 8.207 -0.009 -0.002 0.016
Si -8.151 2.718 8.18 -0.012 0.015 0.015
Si -10.887 5.465 8.163 -0.005 -0.001 0.011
Si -8.163 -8.164 8.143 -0.002 0.006 0.016
Si -10.876 -5.432 8.132 0.002 0.003 0.004
Si -8.151 -2.717 8.15 0.007 -0.012 0.011
Si -5.462 -0.016 8.162 0.018 -0.003 0.002
Si -2.742 2.716 8.183 -0.012 0.003 -0.001
Si -5.438 5.44 8.16 -0.006 -0.015 0.01
Si -2.71 8.157 8.123 0.017 -0.007 0.004
Si -5.428 -5.452 8.141 -0.01 0.016 0.014
Si -2.73 -2.748 8.175 -0.011 0.038 0.005
Si -1.391 1.375 14.957 0.003 0.017 0.002
Si 1.36 4.111 14.965 0.02 -0.016 0.011
Si -1.361 6.782 14.953 -0.007 0.001 -0.004
Si 1.358 -6.824 14.95 0.007 0.004 -0.011
Si -1.369 -4.123 14.9 0.024 0.003 -0.017
Si 1.36 -1.347 14.89 -0.003 -0.007 -0.004
Si 4.092 1.397 14.917 0.003 -0.016 -0.006
Si -9.499 4.111 14.955 -0.017 -0.004 -0.01
Si 4.085 -9.465 14.984 -0.007 0.014 -0.003
Si -9.498 -6.783 15.012 0.005 0.003 -0.014
Si 4.133 -4.068 14.953 0.007 0.007 0.011
Si 6.78 -1.391 14.93 0 0.005 0.01
Si -6.797 1.356 14.959 0.019 -0.028 -0.001
Si -4.077 4.09 14.975 -0.011 0.004 0.006
Si -6.775 6.835 15.001 0.003 0.007 0.007
Si -4.147 9.461 14.963 -0.007 0.013 0.015
Si -6.818 -4.119 14.985 -0.006 0 -0.007
Si -4.11 -1.371 14.972 -0.013 -0.005 -0.013
Si -2.766 0.017 16.321 -0.005 -0.01 0.004
Si -0.034 2.761 16.301 0 -0.011 -0.012
Si -2.72 5.455 16.346 0.008 0.009 -0.019
Si 0.024 8.097 16.319 0.004 -0.008 -0.003
Si -2.733 -5.513 16.223 0.021 -0.013 -0.031
Si -0.003 -2.736 16.203 0.018 -0.016 -0.029
Si 2.728 0.018 16.229 -0.009 0.01 -0.006
Si 5.446 2.763 16.29 -0.007 -0.037 -0.007
Si 2.708 5.506 16.328 -0.039 0.008 0.003
Si 5.452 -8.118 16.373 -0.003 -0.003 0.016
Si 2.723 -5.417 16.247 -0.058 -0.02 -0.013
Si 5.531 -2.78 16.372 0.021 -0.002 0.03
Si -8.208 -0.004 16.257 -0.014 0.006 -0.003
Si -5.442 2.723 16.324 -0.006 0.015 0.007
Si -8.126 5.457 16.325 -0.004 -0.018 -0.004
Si -5.487 8.183 16.465 0.019 0.011 0.003
Si -8.145 -5.451 16.433 0.005 0.02 -0.018
Si -5.454 -2.77 16.326 0.012 -0.014 0.009
Si -1.389 -1.432 17.547 -0.007 -0.013 -0.024
Si 1.347 1.368 17.571 0.035 -0.023 0.001
Si -1.333 4.143 17.728 0.045 -0.008 0.008
Si 1.346 6.783 17.791 -0.023 -0.036 -0.022
Si -1.397 -6.874 17.579 -0.049 -0.005 -0.018
Si 1.361 -4.053 17.573 0.014 0.003 -0.006
Si 4.113 -1.348 17.547 0.015 0.062 -0.015
Si -9.516 1.392 17.635 0.009 -0.02 0.003
Si 4.128 4.184 17.623 0.023 0.021 0.028
Si -9.427 6.853 17.686 -0.027 0.046 0.011
Si 4.044 -6.715 17.668 0.033 0.05 -0.015
Si -9.459 -4.14 17.891 -0.013 0.024 0.023
Si -6.924 -1.425 17.594 0.039 0.001 -0.06
Si -4.091 1.408 17.723 0.04 0.002 0.051
Si -6.808 4.061 17.698 0.006 0.002 0.013
Si -4.097 6.763 17.743 -0.018 -0.01 -0.009
Si -6.822 9.581 17.916 -0.016 0.005 0.023
Si -4.043 -4.188 17.612 0.016 0.029 -0.058
Si -0.017 -0.087 18.83 0.026 -0.027 -0.02
Si 2.693 2.819 18.84 -0.016 -0.024 -0.012
Si -0.008 5.426 19.246 0.05 0.026 0.014
Si 2.715 8.245 19.035 0.049 -0.036 -0.008
Si -0.053 -5.45 18.815 0.002 -0.021 0.082
Si 2.774 -2.688 18.883 -0.027 -0.031 -0.013
Si 5.445 -0.002 18.918 -0.001 0.004 -0.034
Si -8.199 2.733 19.064 0.011 -0.007 -0.022
Si 5.536 5.511 19.019 -0.026 0.014 -0.056
Si -8.238 8.186 19.264 -0.036 0.023 -0.001
Si 5.348 -5.47 19.207 0.013 -0.041 0.029
Si -8.038 -2.74 19.247 0.061 -0.016 0.053
Si -5.594 -0.033 18.857 -0.027 0.014 -0.07
Si -2.676 2.803 19.088 -0.056 -0.045 0.003
Si -5.45 5.365 19.1 0.049 -0.021 0.048
Si -2.688 -8.203 19.047 0.061 -0.011 0.02
Si -5.302 -5.389 19.205 -0.036 0.071 0.02
Si -2.713 -2.805 18.926 -0.004 0.017 -0.058
Si -1.339 1.226 20.209 -0.017 -0.043 -0.001
Si 1.44 3.972 20.474 -0.033 -0.009 0.094
Si -1.412 6.835 20.599 -0.029 -0.049 -0.011
Si 1.255 -6.709 20.272 -0.04 -0.036 0.016
Si -1.355 -4.188 20.305 -0.057 -0.005 0.108
Si 1.394 -1.367 20.194 -0.005 0.016 -0.025
Si 4.039 1.441 20.099 0.084 -0.032 -0.01
Si -8.03 5.402 21.882 -0.059 -0.034 -0.798
Si 4.427 7.185 20.254 0.295 0.305 -0.393
Si 6.199 -3.636 23.494 -0.219 0.488 -0.483
Si 3.97 -3.959 20.452 0.035 0.008 0.008
Si 6.701 -1.368 20.358 0.002 0.048 0.01
Si -6.929 1.234 20.354 0.023 -0.041 0.006
Si -4.075 4.063 20.573 -0.016 0.011 -0.039
Si -6.752 6.782 20.478 -0.001 0.043 0.05
Si -3.942 -6.857 20.52 -0.034 0.021 0.101
Si -5.98 -3.466 20.482 -0.035 0.168 -0.536
Si -4.398 -1.629 20.033 -0.021 -0.043 0.047
Si -3.065 -0.089 21.215 -0.114 -0.026 -0.531
Si 0.565 1.942 21.504 0.299 -0.004 -0.622
Si -3.248 5.957 21.896 -0.068 0.084 -0.512
Si -0.361 8.667 21.699 0.054 0.046 0.03
Si -2.103 -5.96 21.735 0.192 -0.157 -0.59
Si 0.446 -3.167 21.36 0.013 0.003 0.015
Si 2.442 0.348 21.395 -0.052 0.003 0.048
Si -9.496 4.139 20.469 -0.038 0.026 0.021
Si 2.97 5.036 21.969 -0.332 -0.252 -0.56
Si -9.987 -6.548 22.79 -0.128 -0.229 -0.69
Si 2.095 -4.904 21.498 0.034 0.026 -0.092
Si 5.144 -2.392 21.803 -0.018 -0.042 0.005
Si -8.481 0.075 21.782 -0.283 0.432 -0.43
Si -5.195 2.195 21.585 -0.372 0.463 0.017
Si 5.177 2.879 21.58 0.378 -0.317 -0.263
Si -4.963 -8.618 21.726 0.198 -0.191 -0.655
Si -10.171 9.005 20.528 -0.024 -0.062 0.013
Si -7.673 -1.761 24.184 -0.159 -0.094 -0.18
Si -2.753 0.971 25.083 -0.072 0.21 -0.214
Si 2.063 -0.655 24.952 0.026 -0.022 -0.066
Si -4.518 3.425 24.927 -0.142 0.629 -0.25
Si -1.687 5.146 27.579 -0.125 0.028 -0.138
Si -1.992 -5.944 24.885 -0.031 -0.176 -0.254
Si 0.227 -2.773 23.616 0.057 -0.324 -0.589
Si -8.736 7.576 -2.95 0.091 0.054 0.136
Si -7.346 -1.908 -3.091 0.056 -0.016 0.061
Si -6.268 2.166 -4.318 -0.021 0.075 0.022
Si 4.128 -5.524 24.586 -0.665 0.239 -0.342
Si 1.88 -5.341 23.796 0.141 -0.329 -0.153
Si 4.155 -0.431 22.87 0.211 0.194 -0.456
Si 0.201 3.489 -2.77 0.049 0.03 0.084
Si -10.305 1.189 22.956 -0.196 -0.262 -0.532
Si -6.218 -0.547 -5.522 0.018 0.057 0.123
Si -4.921 -5.803 25.788 0.126 0.144 0.054
Si -5.793 7.795 24.769 0.081 0.025 -0.202
Si 3.674 -5.899 27.605 0.006 0.043 0.081
Si -4.731 1.604 27.224 -0.112 0.151 -0.059
Si -10.137 -3.893 -5.74 -0.094 0.024 -0.005
Si 3.643 4.37 -0.514 0.179 -0.141 0.501
Si -1.717 2.394 -4.754 -0.029 -0.121 -0.014
Si -5.602 -4.323 -2.609 -0.004 0.031 0.055
Si -4.315 -7.818 -2.528 0.07 0.007 0
Si -5.276 -3.568 23.563 0.002 0.025 -0.133
Si -0.466 -5.746 -5.19 -0.019 -0.206 0.055
Si -5.619 1.931 -1.22 0.428 0.244 0.258
Si -3.444 -3.97 -0.576 0.167 -0.463 0.436
Si -6.807 -6.851 -1.182 -0.237 0.139 0.586
Si 5.012 6.48 25.937 0.034 -0.093 -0.067
Si -8.656 2.333 25.262 -0.011 -0.007 -0.123
Si 1 4.117 26.377 0.053 0.059 -0.063
Si 5.047 -7.081 -2.985 -0.097 -0.114 0.056
Si -3.43 1.406 -0.836 0.087 -0.016 -0.04
Si 1.346 6.075 -1.614 0.335 0.479 -0.319
Si -1.17 -1.722 -0.657 -0.224 0.417 0.775
Si -8.78 7.306 24.19 0.016 0.007 -0.102
Si 2.245 6.323 24.62 -0.074 -0.006 -0.125
Si -2.623 -1.755 23.611 0.056 -0.083 0.015
Si -6.529 4.025 -0.815 -0.019 -0.249 0.801
Si -0.962 -4.216 27.119 0.019 0.017 0.065
Si -10.318 -2.746 -3.076 0.015 0.019 -0.166
Si -7.041 -0.636 -0.348 0.187 -0.305 0.473
Si 4.813 -1.328 -5.299 0.074 -0.004 -0.075
Si -4.226 4.089 -5.533 0.064 -0.086 0.073
Si -2.507 0.09 -2.62 -0.303 0.248 0.487
Si 2.27 8.012 -2.795 -0.271 -0.602 0.224
Si 2.29 1.828 -1.279 0.02 0.016 0.23
Si 1.748 -7.719 -5.897 -0.048 -0.014 0.05
Si 1.683 -3.243 -0.68 0.042 -0.236 0.709
Si 3.643 -0.804 -0.677 -0.051 0.085 0.631
Si -1.076 -7.302 1.479 0.412 -0.2 0.455
Si -3.364 -4.813 -4.812 0.079 0.132 -0.119
Si -9.182 3.12 -1.932 0.036 -0.057 0.153
Si 1.112 -1.858 27.574 -0.014 0.011 0.101
Si -3.447 -1.675 -5.038 0.118 0.031 0.139
Si -8.112 6.24 -5.552 0.049 0.015 0.094
Si -5.284 -6.845 -5.422 0.066 0.045 -0.015
Si -9.143 3.305 -4.81 0.075 -0.033 0.031
Si -10.81 -4.764 -0.99 0.111 -0.023 0.107
Si -6.268 3.178 23.412 0.596 -0.104 -0.101
Si 0.218 1.765 24.616 -0.022 -0.108 0.001
Si 4.319 -6.257 -5.79 0.004 0.064 -0.064
Si -7.42 0.105 26.757 0.114 0.032 -0.143
Si -4.172 5.86 -1.395 -0.024 -0.085 0.145
Si -3.578 5.556 25.024 -0.241 -0.698 -0.152
Si -10.192 5.637 -1.072 -0.033 -0.024 0.096
Si 0.496 -7.376 23.925 0.126 0.413 -0.651
Si -2.274 3.507 -0.785 -0.174 -0.284 0.652
Si 0.693 -5.593 -2.413 -0.07 -0.102 0.076
Si -9.756 4.316 27.173 0.004 -0.044 0.065
Si -9.859 0.506 -0.467 -0.234 0.401 0.57
Si -1.385 1.349 9.536 -0.023 -0.033 0
Si 1.346 4.105 9.525 -0.003 -0.009 -0.008
Si -1.358 6.814 9.507 0.023 -0.004 0.011
Si 1.352 -6.801 9.51 0.002 -0.009 0.02
Si -1.351 -4.097 9.52 -0.005 0.009 0
Si 1.368 -1.363 9.522 0.01 0.032 -0.009
Si 4.091 1.396 9.533 0.028 0.026 0.013
Si -9.531 4.085 9.522 -0.021 -0.042 0.009
Si 4.09 6.831 9.523 0.02 0.019 0.008
Si -9.518 -6.795 9.496 -0.004 0.005 -0.003
Si 4.087 -4.092 9.514 -0.021 -0.014 0.003
Si -9.509 -1.376 9.534 -0.024 -0.005 -0.002
Si -6.791 1.362 9.538 -0.001 0.016 -0.003
Si -4.083 4.09 9.533 0.04 0.019 0.004
Si -6.81 6.795 9.513 -0.007 -0.02 -0.005
Si -4.077 -6.816 9.501 -0.013 0.006 -0.007
Si -6.784 -4.082 9.5 0.021 0.028 0.004
Si -4.1 -1.38 9.52 -0.02 -0.034 0.016
Si -2.744 -0.013 10.883 0 0.019 -0.008
Si -0.013 2.727 10.869 -0.002 -0.003 -0.01
Si -2.713 5.448 10.871 -0.016 -0.004 -0.006
Si -0.003 -8.16 10.877 -0.018 -0.007 0
Si -2.728 -5.453 10.874 0.014 -0.006 0.005
Si 0.005 -2.727 10.884 0.009 0.006 0.005
Si 2.72 0.016 10.869 0.007 -0.024 -0.01
Si -10.877 2.741 10.906 -0.018 0.004 0.016
Si 2.721 5.464 10.872 -0.008 0.002 -0.008
Si -10.863 -8.143 10.883 -0.01 0.004 0.004
Si 2.726 -5.447 10.869 0.011 0.026 -0.007
Si -10.874 -2.733 10.878 0.011 0.001 0.005
Si -8.155 -0.004 10.888 -0.003 -0.001 0
Si -5.44 2.73 10.896 0.013 -0.01 0.003
Si -8.166 5.448 10.887 -0.004 0 0.001
Si -5.443 -8.168 10.868 0.006 -0.01 0
Si -8.154 -5.442 10.852 -0.009 -0.002 -0.009
Si -5.446 -2.737 10.887 -0.001 0.01 0.005
Si -1.374 -1.366 12.235 -0.017 0.007 0.003
Si 1.354 1.38 12.229 -0.009 0.005 -0.011
Si -1.365 4.082 12.233 0.005 0.001 0.002
Si 1.364 -9.51 12.239 -0.001 0.002 0
Si -1.38 -6.818 12.236 0.008 0.013 0
Si 1.377 -4.091 12.237 0.021 -0.029 0.007
Si 4.082 -1.353 12.21 -0.014 0.026 -0.009
Si -9.51 1.363 12.247 0.004 -0.016 0.004
Si -12.239 4.118 12.247 0 -0.011 -0.001
Si -9.514 -9.501 12.258 -0.003 0.003 0
Si -12.224 -6.789 12.239 -0.014 -0.001 0.001
Si -9.506 -4.093 12.229 -0.01 0.007 0.002
Si -6.803 -1.374 12.244 0.005 -0.01 -0.007
Si -4.091 1.355 12.248 0.005 -0.004 -0.001
Si -6.796 4.1 12.255 -0.011 -0.007 0
Si -4.081 6.793 12.228 0.031 -0.01 -0.002
Si -6.813 -6.81 12.223 0.006 0.012 -0.009
Si -4.094 -4.101 12.248 -0.013 0.016 0.001
Si -0.022 0.023 13.578 0.014 -0.002 -0.007
Si 2.711 2.753 13.587 -0.004 0.007 -0.006
Si -0.002 5.441 13.585 -0.002 -0.011 0.004
Si 2.732 -8.146 13.587 0.016 -0.001 0.001
Si 0.006 -5.472 13.569 -0.031 -0.001 -0.005
Si 2.752 -2.719 13.581 -0.001 0.029 0.003
Si 5.433 -0.006 13.581 -0.01 -0.019 0.005
Si -8.15 2.731 13.604 0 -0.007 0.007
Si -10.883 5.474 13.622 -0.019 0.005 -0.004
Si -8.151 -8.147 13.63 -0.02 -0.007 -0.007
Si -10.849 -5.444 13.605 0.015 0 -0.001
Si -8.154 -2.745 13.601 0.016 0.025 0.004
Si -5.452 -0.011 13.6 0.004 0.003 -0.016
Si -2.736 2.731 13.594 -0.012 -0.024 -0.006
Si -5.431 5.465 13.622 0.026 0.003 0.002
Si -2.741 8.139 13.607 -0.006 -0.005 0.004
Si -5.469 -5.47 13.601 -0.008 -0.004 -0.001
Si -2.738 -2.726 13.597 0.013 0.002 0.008
O 1.89 7.271 1.496 0.289 -0.403 -0.16
O 3.568 -7.229 1.442 0.391 -0.31 -0.245
O -9.916 6.978 25.282 -0.143 0.204 0.282
O -9.427 -5.005 22.89 0.6 0.201 0.019
O -8.995 -2.716 24.241 0.011 -0.122 0.589
O -5.872 -3.893 22.082 -0.332 -0.258 0.283
O -3.383 2.318 24.394 0.125 0.25 -0.641
O -1.544 1.648 -6.19 0.287 0.424 -0.45
O -2.916 5.784 23.529 0.088 0.165 0.245
O 2.193 5.098 -0.599 -0.094 -0.031 0.366
O -2.33 -5.568 23.332 -0.453 0.336 0.261
O -7.57 -0.725 25.396 -0.219 0.253 -0.222
O 1.679 5.488 25.874 -0.05 0.232 0.334
O 5.229 -0.454 -0.977 -0.03 -0.404 -0.528
O 0.209 -0.58 27.997 0.154 0.238 0.139
O 0.516 -5.308 -3.989 0.355 0.185 -0.317
O -6.968 4.506 22.751 0.348 0.221 -0.04
O -5.41 -8.145 23.238 -0.056 0.529 0.178
O -5.768 -7.179 25.669 -0.249 -0.123 0.307
O -6.339 -2.633 24.31 0.05 -0.119 0.242
O 2.758 -6.457 -6.189 -0.134 0.375 -0.373
O -2.005 -5.713 -4.622 -0.044 -0.195 0.118
O -9.823 4.063 -0.771 0.013 -0.062 0.596
O -6.602 -5.486 -2.069 -0.477 0.134 -0.535
O -7.314 -0.974 -4.406 -0.376 0.32 0.034
O 4.217 -5.062 -0.084 -0.454 -0.075 -0.43
O 5.032 -4.145 24.537 -0.37 0.152 0.623
O -7.808 7.062 -4.176 0.695 0.106 -0.141
O 3.826 6.578 24.849 0.37 0.097 -0.499
O 4.858 -6.555 23.526 -0.272 -0.207 0.236
O -10.436 -2.32 -6.068 0.269 0.166 -0.515
O 2.091 5.425 23.279 -0.249 -0.44 0.084
O -3.022 -3.251 -5.143 0.238 -0.025 -0.114
O 3.733 6.426 21.556 0.181 0.237 0.228
O 4.15 -6.157 26.079 0.023 -0.461 0.244
O -3.971 6.922 -2.587 0.161 -0.175 -0.398
O 1.489 0.856 25.026 0.111 0.442 0.092
O -0.384 3.156 -4.244 0.367 0.22 -0.364
O -5.484 3.534 -4.677 -0.28 0.447 0.283
O -4.98 -7.379 -3.926 -0.046 -0.21 -0.005
O 0.483 3.255 25.135 -0.157 0.242 -0.441
O -9.485 -4.472 -0.112 0.014 0.323 -0.253
O 5.255 -3.416 -1.828 -0.279 0.352 0.14
O -6.803 -6.252 -5.495 -0.114 0.237 0.631
O -8.307 1.424 26.543 -0.209 -0.005 0.816
O -5.697 5.313 -1.375 -0.092 0.081 -0.21
O 4.09 3.896 22.324 0.05 -0.074 0.436
O -6.664 -1.178 -1.827 0.29 -0.345 -0.188
O -1.358 -4.676 25.636 0.019 0.426 -0.065
O 0.21 -7.115 -5.821 -0.43 -0.174 -0.386
O 3.53 2.894 -1.221 0.36 -0.273 -0.126
O -0.38 -5.497 27.886 -0.251 -0.235 0.026
O 0.123 -3.027 27.075 -0.02 -0.057 -0.196
O 1.492 1.739 0.145 -0.271 0.225 0.114
O -7.845 2.343 -4.645 -0.185 -0.293 -0.157
O -3.859 6.618 -0.003 -0.119 0.497 -0.165
O -9.346 1.547 -1.625 0.152 -0.275 -0.698
O -1.97 -6.822 0.194 -0.222 0.038 -0.176
O -2.333 -2.821 -0.945 -0.135 -0.096 -0.015
O -7.983 -0.811 27.921 -0.06 0.328 0.207
O 2.123 -6.335 27.791 -0.089 -0.274 -0.443
O -2.98 -6.967 -2.206 0.259 0.082 -0.097
O -4.72 6.693 25.296 -0.132 0.136 0.313
O 2.089 7.941 -4.435 -0.05 -0.366 -0.255
O 5.124 -1.537 -3.721 -0.194 0.439 0.374
O -8.655 4.749 -5.306 0.167 0.182 0.06
O -5.414 -5.004 27.137 -0.208 -0.102 -0.023
O -4.077 1.009 21.931 0.117 -0.173 0.111
O -1.292 -2.488 24.155 -0.085 -0.084 0.595
O 3.805 -4.311 27.844 0.325 0.015 -0.347
O -3.103 -0.481 24.472 -0.543 0.036 0.133
O -8.868 -2.193 -2.674 0.08 0.058 0.674
O -2.065 1.257 -3.654 0.02 -0.04 -0.035
O 0.251 6.718 -0.564 -0.503 0.327 -0.214
O -5.698 0.963 -5.243 0.54 0.117 -0.135
O 3.579 -0.707 24.395 0.446 -0.287 0.302
O -0.766 -5.561 -1.717 -0.074 0.376 -0.136
O -10.634 -6.085 -1.893 0.247 -0.321 -0.188
O -2.401 -1.089 27.927 -0.314 0.256 -0.341
O -8.978 -7.508 23.623 0.532 0.101 0.3
O -4.849 -3.637 -1.359 -0.405 0.434 0.114
O -3.844 -2.808 23.471 0.294 -0.376 -0.246
O 0.306 -2.37 -0.716 0.247 0.22 -0.161
O 1.398 -7.044 -2.22 -0.259 -0.009 0.614
O 3.272 -1.809 -5.546 -0.21 0.084 0.305
O 1.076 -1.435 23.946 -0.151 0.401 -0.575
O -6.527 0.913 -0.296 -0.139 0.268 0.441
O -4.336 -4.788 -3.507 0.15 -0.201 0.265
O -10.256 2.668 -5.792 -0.357 0.392 0.013
O 0.98 -4.039 24.347 -0.05 -0.09 0.672
O -5.005 -1.597 -5.441 -0.12 -0.46 -0.272
O 2.021 3.223 27.243 0.155 -0.459 -0.275
O 1.333 2.375 -2.453 0.253 -0.425 -0.611
O 5.226 4.977 26.526 -0.492 -0.376 0.081
O -9.94 1.715 24.485 -0.198 0.121 0.122
O -9.827 6.595 0.168 -0.212 0.466 -0.112
O -5.15 -4.897 24.463 0.273 -0.158 -0.196
O 0.023 1.945 23.036 -0.476 0.01 0.022
O 4.932 0.204 -5.812 -0.331 0.121 0.114
O -2.211 -1.088 22.196 0.739 0.141 -0.243
O -5.106 2.948 26.394 -0.073 0.111 0.025
O 2.081 -1.371 26.387 0.344 -0.054 0.104
O 2.929 -2.239 -1.05 0.228 -0.067 -0.298
O -8.926 6.265 22.949 -0.514 -0.036 -0.132
O 0.71 5.036 -2.712 -0.204 0.283 -0.758
O 3.848 -8.036 -2.427 0.226 -0.357 0.37
O -8.894 3.806 25.892 0.281 0.251 0.055
O -2.307 -3.716 27.855 -0.407 -0.235 -0.178
O -4.317 5.711 -5.612 0.348 0.322 0.415
O -5.987 1.699 -2.804 -0.142 -0.433 -0.225
O -7.642 -0.914 22.808 0.113 0.015 0.088
O -4.259 -5.659 -5.877 -0.007 0.211 -0.457
O -0.905 3.315 -1.615 0.124 -0.108 0.047
O -7.67 3.69 -1.956 0.21 0.055 -0.275
O -5.947 0.566 27.22 0.166 -0.193 0.145
O -3.176 4.607 -1.603 -0.054 0.048 -0.667
O -7.454 2.34 24.174 0.185 -0.536 0.16
O 4.542 5.484 -1.326 -0.173 0.302 -0.396
O 4.392 -6.239 -4.183 -0.339 0.259 0.134
O -3.237 -1.067 -3.532 -0.15 -0.206 0.055
O -7.918 -7.822 -1.893 -0.275 -0.153 -0.271
O -9.347 6.224 -2.297 0.045 -0.351 -0.279
O -10.128 -3.96 -4.13 0.086 -0.622 0.296
O -6.525 -3.267 -3.395 0.026 -0.285 -0.197
O -8.657 -0.55 -0.136 -0.295 -0.453 0.21
O 4.581 7.406 27.172 -0.18 0.105 -0.118
O -2.473 5.591 26.225 0.212 0.232 0.098
O -0.271 4.477 27.268 -0.029 -0.112 0.448
O 1.616 -4.419 -1.8 0.319 -0.063 -0.341
O -5.369 -7.602 -1.307 0.317 -0.077 0.652
O -2.643 -0.749 -6.095 0.053 -0.308 -0.262
O -0.857 -7.131 24.858 -0.208 -0.198 0.125
O -9.853 3.429 -3.358 -0.844 0.181 -0.294
O 1.398 7.7 24.489 0.119 0.052 -0.12
O -3.489 0.906 26.497 0.266 -0.467 0.174
O -10.014 -7.938 -3.528 -0.045 0.219 -0.758
O -1.147 1.118 25.2 0.167 -0.368 0.261
O 2.842 0.335 -1.547 0.028 -0.104 -0.579
O -7.296 7.187 24.83 0.006 0.012 0.365
O -2.876 3.523 -4.849 0.24 0.481 0.347
O -3.352 -6.28 25.717 0.182 -0.428 0.496
O -1.239 -0.623 -1.87 0.465 0.024 -0.156

Results
total energy: -100771.836 eV
total energy less fixed offsets of O -438.25, Si -107.07 eV per atom: 4.864 eV
